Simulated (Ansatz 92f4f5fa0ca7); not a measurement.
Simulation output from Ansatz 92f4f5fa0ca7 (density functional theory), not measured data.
Periodic cell of 220 atoms, Si132O88, from a study of silicon, its oxide and their interface. The atomic structure is a simulated model.
Doubt: the cutoff is far below the 930 eV that the study's wrapper takes by default for these files, so forces and energies are approximate.
This geometry differs little from another in the collection (a relaxation step or a small displacement).

Settings
functional: PBE
potential files: Ansatz PAW
basis: plane waves
wave-function cutoff: 580 eV
density cutoff ratio: 5
exchange-correlation grid ratio: 1
k mesh: 1 x 1 x 1, Gamma-centred
self-consistency stop: 5e-08 eV per atom in the density residual
occupations: fixed
spin: none
net charge: 0

Cell vectors (angstrom)
a 10.938 0 0
b 0 10.938 0
c 0 0 32.6426

Atoms and the computed forces on them: element, x, y, z (angstrom), force x, y, z (eV/angstrom)
Si -0.327 0.2958 25.2082 -0.0189 0.0101 -0.0085
Si 5.7399 -0.4137 25.1322 -0.0044 0.0078 0.0061
Si 2.5238 3.0476 25.1875 0.0001 0.0101 -0.0164
Si 8.4445 2.5749 25.2176 -0.0074 0.0081 -0.0007
Si 0.2734 5.2545 25.1727 -0.0134 0.0145 0.0038
Si 5.0783 5.8107 25.2235 -0.0086 0 -0.0196
Si 3.0001 8.1963 25.0496 0.0453 -0.0825 0.1043
Si 8.1111 8.4232 25.2065 -0.0073 0.0051 -0.0069
Si 1.3689 1.4016 26.4363 0.0036 0.0002 0.0058
Si 6.7638 1.3891 26.376 0.0042 -0.0128 -0.0111
Si 4.003 4.2281 26.5844 -0.0007 0 -0.0022
Si 9.6323 4.1137 26.5354 -0.002 0.0039 -0.0044
Si 1.358 6.9629 26.3798 -0.0125 -0.0128 -0.001
Si 6.8443 6.8424 26.4309 0.0065 0.0017 0.0059
Si 4.1495 9.5798 26.5628 0.0106 0.003 -0.0101
Si 9.5415 9.6553 26.5826 0.0014 -0.0013 0.0033
Si 2.7163 0.0252 27.8371 -0.0066 0.0022 0.0005
Si 8.1171 0.0627 27.872 0.0016 0.0061 -0.0031
Si 0.0255 2.7225 27.8859 0.0018 -0.0055 0.0023
Si 5.4333 2.7695 27.8158 0.0003 0.002 0.0042
Si 2.6483 5.5796 27.8921 0.0118 0.002 0.005
Si 8.1971 5.4693 27.8356 0.0006 0.0019 -0.0025
Si -0.0092 8.2447 27.844 -0.0037 0.0089 -0.0014
Si 5.4975 8.1605 27.8834 -0.0013 -0.004 0.0011
Si 4.1018 1.3673 29.2244 -0.0077 0.1393 -0.2023
Si 9.5708 1.3673 29.2244 -0.1763 0.0619 0.0943
Si 1.3673 4.1018 29.2244 -0.201 0.2437 0.2418
Si 6.8362 4.1018 29.2244 -0.0136 -0.0927 -0.2161
Si 4.1018 6.8362 29.2244 -0.0222 0.0489 0.3432
Si 9.5708 6.8362 29.2244 -0.0137 0.0122 -0.2225
Si 1.3673 9.5708 29.2244 0.1006 0.0591 -0.0605
Si 6.8362 9.5708 29.2244 -0.1593 0.0792 0.2005
Si 0 0 30.5916 -0.0687 -0.0403 -0.0232
Si 5.469 0 30.5916 0.0105 -0.1051 -0.0067
Si 2.7345 2.7345 30.5916 0.1208 0.1021 -0.026
Si 8.2035 2.7345 30.5916 0.0668 0.0225 0.0051
Si 0 5.469 30.5916 0.0004 -0.146 0.0212
Si 5.469 5.469 30.5916 -0.0622 -0.0748 -0.0195
Si 2.7345 8.2035 30.5916 0.1389 0.052 0.0236
Si 8.2035 8.2035 30.5916 0.0483 0.0692 -0.0247
Si 1.3673 1.3673 31.9589 -0.0377 0.0458 -0.0327
Si 6.8362 1.3673 31.9589 -0.025 0.0031 -0.0386
Si 4.1018 4.1018 31.9589 0.0272 -0.0247 0.0047
Si 9.5708 4.1018 31.9589 -0.0615 0.0582 0.0005
Si 1.3673 6.8362 31.9589 -0.0343 0.0287 -0.0429
Si 6.8362 6.8362 31.9589 -0.0196 -0.009 -0.0282
Si 4.1018 9.5708 31.9589 -0.0409 0.0711 -0.0068
Si 9.5708 9.5708 31.9589 0.0122 -0.0151 0.0103
Si 2.7345 0 0.6835 0.0364 -0.0347 0.0225
Si 8.2035 0 0.6835 -0.0257 0.0243 0.0183
Si 0 2.7345 0.6835 -0.0162 0.0213 0.0123
Si 5.469 2.7345 0.6835 0.0531 0.0067 0.0231
Si 2.7345 5.469 0.6835 0.0429 -0.0505 0.0072
Si 8.2035 5.469 0.6835 0.0076 -0.0626 0.0411
Si 0 8.2035 0.6835 0.0542 -0.0642 0.0109
Si 5.469 8.2035 0.6835 0.0165 0.0117 0.0048
Si 4.1018 1.3673 2.0507 -0.0747 -0.0507 0.0342
Si 9.5708 1.3673 2.0507 -0.0267 0.0063 0.0227
Si 1.3673 4.1018 2.0507 0.0029 -0.0097 0.0081
Si 6.8362 4.1018 2.0507 -0.0901 -0.0007 -0.0256
Si 4.1018 6.8362 2.0507 0.0276 -0.0133 0.0186
Si 9.5708 6.8362 2.0507 0.0659 0.1631 0.0076
Si 1.3673 9.5708 2.0507 -0.0689 0.0521 0.0136
Si 6.8362 9.5708 2.0507 -0.044 -0.0332 0
Si 0 0 3.418 0.0518 -0.3455 -0.0514
Si 5.469 0 3.418 -0.2746 -0.4681 -0.1164
Si 2.7345 2.7345 3.418 -0.4376 -0.2276 0.073
Si 8.2035 2.7345 3.418 0.1143 0.0959 -0.1134
Si 0 5.469 3.418 0.4224 0.1919 0.2896
Si 5.469 5.469 3.418 0.1767 -0.0622 -0.5398
Si 2.7345 8.2035 3.418 -0.1367 -0.0583 0.3025
Si 8.2035 8.2035 3.418 0.505 0.3519 -0.0898
Si 1.3367 1.299 4.8241 0.0007 0.0017 -0.0031
Si 6.8531 1.3146 4.7176 0.0007 -0.0014 0.0007
Si 4.0821 4.1275 4.713 -0.0035 -0.0015 0.0014
Si 9.6246 4.08 4.7716 0.0019 0.0011 -0.0033
Si 1.3819 6.8629 4.8956 0.0016 -0.002 0.0012
Si 6.9188 6.7826 4.701 -0.0068 0.0042 -0.005
Si 4.1077 9.519 4.8283 -0.0025 0.001 -0.0007
Si 9.6243 9.5665 4.8543 -0.0008 0.004 -0.0018
Si 2.6679 -0.1152 6.2404 0.0033 -0.0017 -0.008
Si 8.2083 0.0408 6.1555 -0.0026 -0.0001 0.0033
Si -0.0843 2.6575 6.1965 -0.0016 -0.0005 0.0062
Si 5.4261 2.675 5.9429 0.0011 0.0008 -0.0032
Si 2.8446 5.4743 6.2076 -0.0005 0.0006 0.0025
Si 8.3053 5.4926 6.104 0.0055 -0.0083 -0.0041
Si -0.0059 8.1997 6.3926 0.0053 -0.0003 -0.0046
Si 5.5636 8.0708 6.0628 0.0045 0.0021 0.0048
Si 3.8964 1.5573 7.3127 -0.0117 0.01 0.0157
Si 9.0216 1.7722 7.607 0.0038 -0.0006 -0.0048
Si 1.651 3.7845 7.2992 0.0006 0.0013 0.0025
Si 6.8348 4.0506 7.1522 0.0012 -0.0052 0.0161
Si 4.7152 6.3592 7.4685 -0.0078 0.0012 -0.0008
Si 9.2975 6.9961 7.6946 -0.007 0.0063 0.0239
Si 1.3189 9.5811 7.8498 -0.0011 -0.0054 0.0188
Si 7.1084 9.2814 7.3414 -0.0048 0.0048 -0.0186
O 1.3897 4.1415 24.6773 0.0151 -0.0161 0.0077
O 6.9994 9.5453 24.7461 0.0065 -0.0035 0.0045
O 2.7875 2.6813 7.7773 0.0075 -0.01 -0.012
O 8.1851 8.1907 7.9638 0.0145 -0.0164 -0.0064
O 5.7674 5.1276 7.9051 0.0063 -0.0055 -0.0052
O -2.1415 2.2689 18.8023 -0.023 -0.0355 -0.0322
O 4.0687 7.0133 24.5791 0.0049 -0.0064 0.0128
O 9.5281 1.4376 24.6907 0.0147 -0.0152 0.0052
O 2.1925 8.5054 8.7529 0.0072 0.0002 -0.0033
O 0.9623 4.3211 8.6822 0.0007 -0.0013 0.0024
O 9.3746 1.1428 9.0943 0.0038 -0.0042 0.0027
O 6.4523 10.0014 8.6412 -0.0123 0.0102 0.015
O 4.6223 1.0392 8.6792 0.0021 -0.0048 -0.0043
O 4.4556 7.1854 8.8574 -0.0022 0.0038 -0.0005
O 7.8813 2.9628 7.9212 -0.0049 0.0073 -0.0077
O 9.6759 6.3905 9.1961 -0.001 0 -0.0102
O 3.2493 2.402 23.8681 0.0007 0.0012 0.013
O 4.9307 -0.4286 23.6971 -0.0155 -0.0082 0.0016
O 7.8429 3.4115 23.9397 -0.0038 0.0014 0.0049
O 10.5948 5.885 23.8038 -0.0065 0.0099 -0.003
O 8.8236 7.8623 23.8403 0.0049 -0.0055 0.0097
O 0.1662 10.4476 23.8637 0.0088 0.0123 0.0286
O 5.527 4.8274 24.0087 0.0021 0.0048 0.0163
O 1.3121 10.5148 21.4359 -0.0368 0.0268 -0.0732
Si 4.1184 6.7365 12.2026 -0.0054 0.0034 0.0078
Si 8.4449 -2.3395 14.6366 -0.0021 -0.0031 0.004
Si 5.3396 2.843 13.3497 -0.0004 -0.0002 0.0108
Si 6.7573 -4.0274 18.8859 0.0015 -0.0074 0.0057
Si 8.5391 -9.6612 17.5505 -0.0428 0.0125 -0.027
Si 1.784 -3.1904 18.2331 0.0147 -0.023 0.0052
Si 0.9209 9.6156 22.7068 -0.0306 -0.0821 -0.033
Si 11.7757 3.6071 10.1463 -0.0068 -0.0007 0.0075
Si 5.3452 10.7893 9.5099 -0.0031 -0.004 0.0052
Si 2.6395 4.0556 12.4615 -0.0018 0.0007 0.0096
Si 13.3392 -5.4907 16.5256 -0.0002 -0.0112 0.0092
Si -1.0865 2.9428 19.8392 0.0594 -0.0129 0.0389
Si 10.9341 1.1979 15.5282 0.0157 0.0019 0.0017
Si 0.5005 -6.8328 14.5346 0 -0.0035 0.006
Si 6.5215 0.3389 12.2435 -0.0002 0.003 0.0068
Si 0.3517 11.193 20.0765 -0.1713 -0.1455 0.176
Si 14.3319 -6.0676 20.572 0.0012 -0.0128 -0.0025
Si 6.7847 -5.7909 11.9341 0.0014 0.0007 0.0084
Si 5.4983 -2.0152 13.8409 -0.0012 -0.0029 0.0072
Si 6.5165 3.8874 23.1212 0.0003 -0.006 -0.0158
Si 9.5289 0.023 12.8576 -0.0002 0.0022 0.0013
Si 10.7005 0.6607 9.9404 -0.0021 0.0033 0.0034
Si 1.7928 -0.3522 17.4646 0.0218 0.0427 0.0165
Si 4.133 -3.2088 20.4654 0.0095 0.0064 0.0029
Si 9.1895 -4.9416 13.4873 -0.0015 -0.0012 0.0048
Si 0.9015 -5.8414 19.0005 -0.0088 -0.0156 0.0004
Si 6.0328 2.4277 16.2666 -0.0017 0.0042 0.0079
Si 4.074 2.3169 22.4557 0.0021 -0.0101 -0.0179
Si 4.7567 -0.4779 16.3783 -0.0033 0.0021 0.0133
Si 9.9465 7.098 22.9305 0.0307 0.0231 -0.0249
Si 7.5127 -1.4946 17.4056 -0.018 -0.0035 -0.001
Si 9.4208 5.5709 10.6034 0.004 -0.0036 0.0067
Si -2.6664 5.2152 21.0357 0.0125 -0.0082 -0.0099
Si 3.8548 -0.7181 22.5175 -0.041 -0.0022 -0.0045
Si 4.9651 4.8199 17.711 -0.0016 0.0035 0.0041
Si 14.4644 -2.6875 9.6644 -0.0037 0.0009 0.009
O 1.726 4.5588 17.7082 0.0051 0.0041 -0.0056
O 9.8763 -10.0059 16.7138 -0.0095 -0.0018 0.0118
O 19.0232 0.723 12.5247 0.0032 -0.0022 -0.0042
O 6.0609 -1.1916 12.5402 -0.0008 -0.0061 -0.0005
O 2.9669 -2.9319 19.3593 -0.0102 0.0033 -0.0043
O 5.9929 6.0867 17.6945 0.0007 0.0011 -0.0031
O 3.7866 -4.617 21.2708 0.0017 -0.0009 0.0032
O 4.4624 7.7563 13.4078 0.0036 0.0031 -0.0041
O -1.189 6.4237 11.9798 -0.001 0.001 0.0002
O 2.26 3.9502 10.8768 0.0018 0.0001 -0.0023
O 14.6187 -7.3921 21.4771 0.0013 0.014 0.003
O 5.0877 1.1126 16.3209 0.0022 -0.0151 -0.0016
O 5.6283 1.2624 13.2134 -0.0034 0.0003 -0.0055
O 4.2134 4.7883 19.1667 0.0066 -0.0005 -0.0039
O 2.5444 9.3332 23.4564 -0.0217 0.1133 -0.1275
O 10.3855 4.2521 10.7123 0.0024 0 -0.0111
O 16.6573 3.4007 17.5335 0.0068 -0.0121 -0.0038
O 7.8589 -0.0836 18.1199 0.0275 0.0301 -0.0115
O 4.2056 -1.888 21.4664 0.0006 -0.0091 0.0048
O 7.5866 1.992 16.4169 0.0133 -0.0195 0.016
O 5.6864 2.5256 22.7243 -0.0025 0.0067 0.0121
O 5.9138 -1.3919 17.0684 0 0.0127 -0.0019
O -3.2446 -2.8431 18.2952 0.0075 0.0054 -0.0013
O 1.4857 0.4755 18.8409 -0.0197 -0.0282 -0.0256
O -0.8613 -0.7011 19.9119 0.2473 0.2402 -0.0209
O 7.6164 5.6008 13.2655 0.0015 0.0007 -0.0026
O 7.833 5.1285 10.6648 -0.0028 0.0004 -0.0043
O 17.1411 -7.2793 12.2295 -0.0022 -0.0042 -0.0057
O 5.7612 3.2489 14.8708 0.0021 -0.0002 -0.002
O 9.9984 -6.1897 14.1433 0.0039 -0.0043 -0.0023
O -1.7986 -1.4496 13.4452 -0.0017 -0.0034 -0.0047
O 3.2244 7.5297 11.0831 0.0051 0.0003 -0.0056
O 1.4973 -5.7257 15.2022 -0.0024 -0.0009 -0.0073
O 14.6978 3.0206 13.0052 0.0014 -0.001 -0.0051
O 11.2516 -8.1382 15.4719 -0.0037 -0.0128 -0.0018
O 9.2807 -3.7371 14.5707 0 0.0025 -0.0022
O 6.858 -2.68 14.4376 0.0032 0.0006 -0.0054
O 9.2352 6.3891 21.6663 -0.0094 -0.0112 0.0032
O -0.5218 0.7704 14.0148 0.0009 0.0049 0.0016
O 0.2156 8.1545 22.5316 0.0093 0.0163 0.0311
O 1.7856 4.8487 20.3493 -0.0041 0.0039 0.0027
O 7.7126 -5.1125 19.6434 -0.0044 0.0062 -0.0019
O 5.6332 -3.345 19.8644 -0.0032 -0.0019 0.0019
O 2.4499 -3.9144 16.9219 0.0029 0.0043 -0.0062
O 1.1173 -1.8307 17.6828 -0.0186 0.0039 0.0058
O 3.1748 -5.3817 12.7886 -0.0003 -0.0001 -0.0068
O 3.7312 0.7985 21.8794 0.0084 -0.0139 0.0204
O 10.9223 -9.0577 20.456 -0.01 -0.1026 -0.0497
O 10.504 4.2158 19.0372 0.0033 0.0153 -0.0046
O 6.137 0.6119 10.6925 0.0028 -0.0003 -0.0025
O 5.5284 -4.7949 11.5988 0.0014 -0.0006 -0.0073
O 12.1696 3.6608 13.157 -0.0014 0.0005 -0.0022
O -3.9947 -6.0378 21.9381 0.0004 -0.0027 0.0108
O 3.9497 4.9584 16.4294 0.0003 -0.0006 -0.0061
O 9.0052 -7.182 20.9918 -0.0195 0.0262 0.0155
O -2.4305 -1.6241 16.0933 0.0023 0.0053 0.0014
O 3.3942 -0.6148 17.2414 0.0297 -0.0045 -0.0114
O 11.6452 1.9771 10.1379 0.0011 0.002 -0.0063
O 12.2375 0.3545 16.0524 -0.0147 0.0032 -0.0147
O 4.2316 9.6898 9.9682 0.0002 -0.0017 -0.0121
O 11.4751 -0.4109 8.9593 -0.0006 0.0008 -0.0071
O 10.3375 0.006 11.405 -0.0039 -0.0015 0.003
O 4.657 -1.0586 14.8507 0.0013 0.0008 -0.0009
O 0.6567 6.7146 18.8435 0.002 0.0112 0.0019

Results
free energy: -133960.039 eV
free energy less fixed offsets of O -568.88, Si -635.61 eV per atom: 1.921 eV

The program warned: the cutoff lies below the one the program advises for these potential files; the exchange-correlation potential is rough where the density is thin.
